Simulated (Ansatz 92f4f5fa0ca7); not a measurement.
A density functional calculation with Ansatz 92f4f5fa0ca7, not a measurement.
Periodic cell of 212 atoms, Si132O80, from a study of silicon, its oxide and their interface. The atomic structure is a simulated model.
Doubt: the cutoff is far below the 930 eV that the study's wrapper takes by default for these files, so forces and energies are approximate.
This geometry differs little from another in the collection (a relaxation step or a small displacement).

Settings
functional: PBE
potential files: Ansatz PAW
basis: plane waves
wave-function cutoff: 580 eV
density cutoff ratio: 5
exchange-correlation grid ratio: 1
k mesh: 1 x 1 x 1, Gamma-centred
self-consistency stop: 5e-08 eV per atom in the density residual
occupations: fixed
spin: none
net charge: 0

Cell vectors (angstrom)
a 10.938 0 0
b 0 10.938 0
c 0 0 31.5196

Atoms and the computed forces on them: element, x, y, z (angstrom), force x, y, z (eV/angstrom)
Si -0.3946 0.547 23.9725 -0.0083 0.0188 0.0171
Si 5.815 -0.3851 24.2844 0.0019 -0.0195 0.0108
Si 2.1992 3.4197 24.1084 -0.0295 -0.0118 0.0205
Si 8.7744 2.2732 23.886 0.009 -0.0209 0.0219
Si 0.5023 5.2493 24.1506 0.0321 0.0025 0.0185
Si 4.8914 6.0851 24.3598 -0.0059 -0.01 0.0437
Si 3.1132 7.7267 24.3293 0.0148 -0.0062 0.0171
Si 7.6631 8.8431 23.9888 -0.0027 0.0124 0.028
Si 1.3268 1.5145 25.2823 0.0009 0.0133 -0.0144
Si 6.954 1.4089 25.2972 0.0084 0.0026 -0.0235
Si 4.0476 4.1631 25.4146 0.0084 0.0373 -0.0321
Si 9.5942 4.133 25.1877 0.0045 -0.0117 -0.0043
Si 1.383 6.8342 25.6121 -0.0115 -0.0098 -0.0097
Si 6.8354 6.9863 25.3093 -0.0023 0.005 -0.0191
Si 4.0826 9.5509 25.475 0.0254 -0.0059 -0.0069
Si 9.529 9.6929 25.2379 -0.0105 0.0004 -0.0194
Si 2.6798 0.0702 26.6842 -0.0102 0.0004 0.008
Si 8.2142 0.0286 26.7458 0.0039 0.0002 0.0435
Si -0.0471 2.7953 26.7209 -0.0024 -0.0071 0.0187
Si 5.4909 2.7363 26.6661 -0.0018 -0.0071 0.0171
Si 2.7439 5.4494 26.8731 -0.0032 0.0029 0.0367
Si 8.1979 5.4925 26.6207 -0.0039 0.0026 0.0082
Si -0.0797 8.2847 26.704 0.0075 -0.0016 0.0102
Si 5.4677 8.2082 26.8081 -0.0146 0.0032 0.0251
Si 4.1018 1.3673 28.1014 0.088 0.1014 -0.4535
Si 9.5708 1.3673 28.1014 0.083 0.2062 0.133
Si 1.3673 4.1018 28.1014 -0.3859 -0.3047 0.6222
Si 6.8362 4.1018 28.1014 0.031 0.1896 -0.6187
Si 4.1018 6.8362 28.1014 0.2974 -0.0677 0.8113
Si 9.5708 6.8362 28.1014 -0.2217 0.0463 -0.4931
Si 1.3673 9.5708 28.1014 -0.251 0.3771 -0.364
Si 6.8362 9.5708 28.1014 0.1274 0.2515 0.294
Si 0 0 29.4686 0.0815 0.065 0.0397
Si 5.469 0 29.4686 0.0665 -0.0347 -0.0027
Si 2.7345 2.7345 29.4686 -0.0722 -0.0109 0.0302
Si 8.2035 2.7345 29.4686 0.0823 -0.0375 -0.0225
Si 0 5.469 29.4686 0.0862 -0.0534 0.0034
Si 5.469 5.469 29.4686 -0.0045 0.097 0.0607
Si 2.7345 8.2035 29.4686 0.1062 -0.0334 -0.0349
Si 8.2035 8.2035 29.4686 -0.0461 -0.0375 0.0259
Si 1.3673 1.3673 30.8359 0.0354 -0.0296 -0.0172
Si 6.8362 1.3673 30.8359 -0.0682 0.0698 0.0062
Si 4.1018 4.1018 30.8359 0.0132 -0.0399 -0.0344
Si 9.5708 4.1018 30.8359 -0.0736 0.0461 0.0085
Si 1.3673 6.8362 30.8359 -0.069 0.0201 -0.0053
Si 6.8362 6.8362 30.8359 -0.0159 -0.0278 -0.0141
Si 4.1018 9.5708 30.8359 -0.0306 0.0497 0.0073
Si 9.5708 9.5708 30.8359 0.0187 0.0105 -0.0489
Si 2.7345 0 0.6835 -0.0024 0.0073 0.0362
Si 8.2035 0 0.6835 0.0538 -0.0828 0.0079
Si 0 2.7345 0.6835 0.0916 -0.0633 -0.0237
Si 5.469 2.7345 0.6835 -0.0332 0.0391 0.0186
Si 2.7345 5.469 0.6835 0.0522 -0.0099 0.0097
Si 8.2035 5.469 0.6835 -0.0148 0.0601 0.0328
Si 0 8.2035 0.6835 -0.04 0.0461 0.0102
Si 5.469 8.2035 0.6835 0.084 -0.0996 -0.0217
Si 4.1018 1.3673 2.0507 0.0263 -0.0241 0.0136
Si 9.5708 1.3673 2.0507 -0.0065 0.178 -0.0447
Si 1.3673 4.1018 2.0507 -0.1273 -0.013 -0.0053
Si 6.8362 4.1018 2.0507 -0.0525 -0.1593 -0.0201
Si 4.1018 6.8362 2.0507 -0.0256 0.0743 -0.0085
Si 9.5708 6.8362 2.0507 0.0702 -0.0311 -0.0269
Si 1.3673 9.5708 2.0507 -0.0245 -0.037 0.0154
Si 6.8362 9.5708 2.0507 -0.1529 0.0319 -0.0473
Si 0 0 3.418 0.2047 -0.0921 0.4535
Si 5.469 0 3.418 0.0073 -0.4608 -0.55
Si 2.7345 2.7345 3.418 0.0046 -0.0454 0.3524
Si 8.2035 2.7345 3.418 0.0784 -0.0384 -1.023
Si 0 5.469 3.418 0.032 0.2503 -0.4836
Si 5.469 5.469 3.418 -0.2175 -0.0344 0.5707
Si 2.7345 8.2035 3.418 0.1324 -0.1822 -0.0435
Si 8.2035 8.2035 3.418 -0.0438 -0.1398 0.5786
Si 1.4092 1.3439 4.8446 0.0026 -0.0002 -0.0116
Si 6.9222 1.2855 4.657 0.0015 -0.0005 -0.0183
Si 4.0759 4.0809 4.8614 -0.0073 0.0046 -0.0104
Si 9.5152 4.1376 4.6779 -0.0017 0.0017 -0.0134
Si 1.4115 6.7707 4.7742 -0.0115 -0.0087 -0.0063
Si 6.8079 6.8202 4.8682 0.0077 0.0052 -0.0017
Si 4.1314 9.5425 4.7804 0.0106 0.0158 -0.012
Si 9.6252 9.5259 4.836 -0.0114 0.0015 -0.0031
Si 2.8547 -0.037 6.2362 0.0111 -0.0143 0.019
Si 8.2034 -0.0287 6.1287 0.0036 0.0051 0.005
Si -0.1036 2.7743 5.9983 -0.0032 0.0075 0.0095
Si 5.5517 2.5805 5.9778 0.0155 -0.01 0.034
Si 2.5963 5.3616 6.3169 -0.0014 0.0094 0.0034
Si 8.1653 5.3591 6.1751 0.0161 -0.003 0.0211
Si 0.0915 8.1254 6.1795 0.0328 0.0088 0.0162
Si 5.3757 8.1407 6.2707 -0.0138 -0.0132 0.0009
Si 4.7915 0.8385 7.397 -0.0113 -0.0046 -0.0209
Si 9.1027 1.8414 7.2744 -0.0248 -0.0057 -0.0043
Si 0.6306 4.4389 7.5036 -0.0061 -0.0003 -0.0101
Si 7.2461 3.4567 7.3336 0.0145 0.006 -0.0153
Si 3.4961 7.1893 7.5213 -0.0116 0.0211 -0.0109
Si 9.9169 6.3923 7.3575 -0.0228 -0.0187 -0.0153
Si 1.9455 9.0539 7.4049 -0.0074 -0.0194 -0.0201
Si 6.5454 9.8543 7.4238 0.003 0.01 0.0015
O 1.836 9.4538 9.0105 0.0071 0.0243 0.0312
O 7.4116 9.2437 8.7346 0.0035 -0.0107 0.0041
O 3.5125 6.8286 9.1701 0.0042 -0.0182 0.019
O 10.0954 1.6527 13.6378 0.0004 -0.0018 0.0041
O 4.5735 1.6629 8.8401 0.0014 0.0117 0.0079
O 0.6687 3.6178 8.9896 0.0021 -0.0133 0.0091
O 8.1284 2.4641 11.9287 -0.0046 0.0018 -0.0023
O 9.7816 1.5833 8.7841 0.0064 0.006 0.0037
O 11.1054 11.1224 22.4305 0.0026 -0.0038 -0.019
O 2.5126 7.8312 22.7642 -0.0069 0.0002 -0.0102
O 11.2845 6.1329 22.7015 0.0008 0.0112 -0.0153
O 5.0467 5.8197 22.7495 -0.001 -0.0047 -0.0177
O 4.8797 0.2216 23.0278 -0.0036 0.0051 -0.0088
O -3.316 -1.3644 17.1209 -0.0005 0.0001 -0.0002
O 8.1302 8.5772 22.3813 0.0039 0.0019 -0.0218
O 2.5541 3.1217 22.5038 0.0057 0.0065 -0.0132
Si 2.8675 1.6035 17.2296 -0.0019 0.0003 -0.0005
Si 1.5907 6.8228 21.8491 -0.0057 -0.0087 0.0112
Si -7.2551 -4.6567 15.1161 0.0009 -0.0004 0.0022
Si -6.3175 4.1687 17.068 -0.0001 0.0009 0.0007
Si 5.1172 3.0621 9.4937 -0.0007 -0.0036 -0.011
Si 1.7281 -0.3775 10.193 0.0024 -0.0135 -0.0262
Si -4.4588 6.4011 11.5226 -0.0035 0.0024 -0.0047
Si -3.038 -1.4374 15.5191 -0.0003 -0.0005 0.0023
Si 5.854 -4.7603 18.7448 -0.0002 0.0011 -0.0009
Si -5.3339 -2.5192 13.7044 -0.0013 -0.0025 0.004
Si -6.7942 10.4813 19.0849 -0.0016 0.0033 0.0008
Si 8.2042 8.0543 9.5448 0.0023 -0.0035 -0.0085
Si -7.2342 16.5387 10.2371 -0.0064 0.0103 -0.0162
Si -11.5228 -6.1977 14.0691 0.0011 -0.0015 0.0076
Si 10.1621 7.8313 14.3685 0.0002 0.0019 0.0027
Si 3.7371 -0.2498 12.5667 -0.0014 0.0018 0.0019
Si 2.3104 4.7163 12.7808 0.0024 0.0016 -0.0033
Si 1.9565 -11.1518 15.0989 0.0016 -0.0013 0.0025
Si 7.5967 3.7538 12.7838 -0.0016 -0.0003 0.0051
Si 12.6107 -2.8326 16.4491 -0.001 0.0022 0.0036
Si 10.0087 -1.3285 11.6902 0.0116 -0.002 -0.0071
Si -9.4711 -13.0426 19.4362 -0.0041 0.0011 -0.001
Si -0.92 0.808 15.028 0.0001 0.0017 0.0062
Si -6.1153 13.6342 12.624 -0.0004 -0.0014 0.0013
Si 10.6472 11.1089 20.8534 -0.0018 -0.0013 0.0138
Si -0.8525 3.3649 16.7881 0.0005 0.0003 0.0013
Si -1.436 1.6069 12.1138 0.0047 0.0021 0.0039
Si 7.9269 9.5109 21.0419 -0.0002 -0.0024 0.0106
Si 0.7986 2.5092 19.1641 0.0005 0.0002 0.0019
Si 7.3723 2.9423 21.1547 0.0099 -0.01 0.0101
Si -3.5765 3.7151 18.186 0.0029 -0.004 0.0019
Si -5.4692 -5.7421 21.3456 -0.0066 -0.0011 0.007
Si 0.1563 2.168 9.5852 0.0037 0.0053 -0.0109
Si 6.8122 8.9117 18.3551 0.004 0.0002 0.0021
Si 2.8127 4.0016 21.1489 0.0023 -0.0037 0.0053
Si 16.3732 0.5107 21.5323 0.0105 0.0112 0.0056
O 12.8599 3.3656 19.9619 -0.0026 -0.001 0.0027
O -1.8428 10.623 20.8373 0.003 0.0005 0.001
O -10.3951 -11.8519 11.1574 -0.0199 -0.0058 0.0063
O 4.5591 -5.57 18.1747 0.0003 -0.0024 0.0035
O 2.4718 -0.3871 13.579 -0.0011 0.0002 0.0021
O 5.5955 -1.073 18.7844 -0.0019 0.0011 0.006
O -6.3608 -9.8295 12.9237 0.0007 -0.001 -0.0016
O 6.5468 10.3062 21.2815 -0.0032 0.0028 0.0005
O -7.5629 -7.7945 17.2042 0.0005 -0.0008 0.0031
O 3.1197 10.6879 11.0486 -0.0034 -0.0006 0.0035
O 6.1396 7.5091 17.877 -0.0006 0.0004 0.0025
O 0.7463 4.3138 13.1584 -0.0019 0 0
O -3.879 7.0871 10.1746 0.0006 -0.0018 0.0057
O 11.9979 -2.6984 17.9623 0.0029 -0.0003 -0.0022
O -8.4061 1.1914 15.6917 0.0012 0.001 0.0021
O 7.7175 2.8289 19.5388 -0.002 0.0029 -0.0012
O 10.6455 2.2697 11.15 -0.0018 -0.0034 0.0059
O 2.455 -1.4473 16.0452 0.0005 -0.0014 0.0022
O -9.5545 -9.8566 9.5178 -0.0012 -0.0049 0.0011
O 4.0144 15.2064 9.3181 0.0026 -0.0003 0.0051
O 6.1344 3.3055 13.4484 0.003 0.0008 0.0008
O 6.9248 -6.4638 21.4867 -0.0031 0 0.0034
O -0.8267 -4.6165 13.7952 -0.0004 0.0019 -0.0009
O 4.7076 -12.4852 12.7476 0.0029 -0.0025 0.0004
O 4.6957 7.4628 14.6523 0.0002 0 -0.0014
O 2.4628 5.57 21.3242 0.0035 -0.0039 -0.0008
O -1.7782 8.6594 10.7016 0.0059 0.0081 0.0105
O 6.1219 1.9653 21.4689 -0.0039 -0.0147 0.009
O 9.1407 10.9878 11.8039 0.0001 -0.0057 -0.003
O 7.1995 5.265 18.6482 0.0016 -0.0014 0.0053
O 2.7269 6.8624 16.3171 0.0002 -0.0007 0.002
O -2.1132 8.1937 15.2228 -0.0005 -0.0008 -0.0004
O 4.2122 0.4105 20.4707 0.0053 -0.0026 -0.0045
O 15.4501 -5.9816 15.631 -0.0011 -0.0003 -0.0011
O -10.3531 10.1112 19.9163 0.006 -0.0059 0.0017
O -0.6923 -2.0869 13.1041 -0.0001 -0.0049 0.0025
O -6.9992 11.4953 17.8355 0.0002 -0.0036 0.0056
O -5.6465 2.8177 11.0751 -0.0015 -0.0013 0.0092
O 4.9378 -4.9868 11.2484 0.0106 0.0012 0.0038
O 2.4199 5.3164 11.2375 -0.0015 -0.0033 0.01
O -3.5708 -5.8525 11.8742 0.0029 -0.0034 0.0003
O -5.3839 -4.4686 20.3185 0.0029 0.003 -0.0013
O -1.7317 7.1189 8.6677 -0.0062 0.0134 0.0105
O -11.706 12.7628 16.2773 -0.001 -0.0024 -0.0005
O -0.2644 4.3797 15.6448 -0.0001 0.0003 0
O 1.5489 -9.4773 18.1709 0.0055 -0.0028 0.0004
O 12.0888 -3.2681 20.5367 0.0014 0.0065 -0.0028
O -0.1462 1.6674 20.1974 0.003 0.0023 0.002
O 8.554 2.566 22.2346 -0.0153 0.0102 -0.02
O -2.4142 3.6599 17.0759 0.0017 -0.0011 0.0025
O -2.3041 10.8969 15.1048 0.0006 -0.0006 -0.0015
O -3.1409 8.6636 19.6475 -0.0042 -0.0023 -0.0037
O -10.4504 18.8233 15.3745 0.0015 -0.0006 0.0007
O 3.3953 3.4718 12.903 -0.0004 0.0017 -0.0005
O 4.4137 -6.8914 20.813 0.002 0.0037 0.0062
O 6.5243 9.364 14.6606 0.0028 0.0006 0.0016
O 13.9685 9.3066 19.2955 0.0026 0.0057 0.0053
O -10.9922 -7.412 18.208 -0.0031 0.0022 0.0002
O -2.0764 4.0882 13.7822 0.0023 0.0007 -0.0012
O 6.5584 14.4978 8.8686 -0.0086 -0.0048 0.0013
O -4.9509 3.3003 17.3691 -0.0008 0.0002 0.0037
O 11.2703 -0.2197 15.1059 -0.0007 -0.0004 -0.0001
O -4.4017 -3.4675 12.7542 -0.002 0.0034 0.001
O -8.1819 5.8719 13.8412 0.0011 -0.0011 0.0019

Results
free energy: -129411.632 eV
free energy less fixed offsets of O -568.88, Si -635.61 eV per atom: -0.712 eV

The program warned: the cutoff lies below the one the program advises for these potential files; the forces do not sum to zero within the program's tolerance; the exchange-correlation potential is rough where the density is thin.
